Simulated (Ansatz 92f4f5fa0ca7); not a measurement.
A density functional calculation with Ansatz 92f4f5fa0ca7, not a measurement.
Periodic cell of 192 atoms, Si128O64, from a study of silicon, its oxide and their interface. The atomic structure is a simulated model.
This geometry differs little from another in the collection (a relaxation step or a small displacement).

Settings
functional: r2SCAN
potential files: Ansatz PAW
basis: plane waves
wave-function cutoff: 800 eV
density cutoff ratio: 5
exchange-correlation grid ratio: 1
k mesh: 1 x 1 x 1, shifted by 0.5 0.5 0 of a step
self-consistency stop: 1e-10 eV per atom in the density residual
occupations: fixed
spin: none
net charge: 0

Cell vectors (angstrom)
a	10.888	0	0
b	0	10.888	0
c	0	0	28.6594

Atoms and the computed forces on them: element, x, y, z (angstrom), force x, y, z (eV/angstrom)
Si	-0.5243	0.2607	0.4161	0.0281	-0.0298	-0.0925
Si	2.6623	2.1618	0.2422	-0.0197	-0.001	-0.125
Si	0.0269	6.0806	-0.0885	0.0075	0.0341	-0.1161
Si	2.9047	7.8992	0.1419	0.0101	-0.0198	-0.0343
Si	5.1857	0.2473	-0.0199	0.0188	0.0084	-0.1266
Si	6.7506	1.3159	1.3786	-0.0001	0.0007	0.0133
Si	4.6631	5.2291	-0.2111	-0.0175	-0.034	-0.1729
Si	8.3973	8.0407	-0.0704	0.0016	0.022	-0.1601
Si	1.225	1.1392	1.6668	-0.0025	0	0.006
Si	3.7819	3.8887	1.4293	0.0036	0.0016	0.0101
Si	1.3715	6.9278	1.5912	0.0055	-0.0015	0.0141
Si	4.1255	9.4962	1.2866	-0.0006	-0.0005	0.0064
Si	8.5777	1.791	-0.0335	-0.0186	-0.011	-0.1222
Si	9.8304	4.2516	1.0832	-0.0132	-0.0122	-0.0306
Si	6.8893	6.7169	1.1466	-0.011	-0.0179	-0.0308
Si	9.3351	9.4631	1.5724	0.0017	-0.0002	0.01
Si	-0.0169	2.7967	2.7199	0.0019	-0.0056	0.0032
Si	2.7744	-0.1466	2.8158	0.0007	-0.0009	-0.0013
Si	-0.0367	8.2305	2.8819	0.0007	-0.0004	-0.0017
Si	2.6155	5.3804	2.825	-0.0034	-0.0022	-0.0019
Si	5.4281	2.7481	2.6998	0.0002	-0.0013	-0.0037
Si	7.9862	-0.0387	2.8529	-0.0006	0.0013	-0.0035
Si	5.4771	8.0609	2.589	-0.004	0.0038	0.0038
Si	8.3106	5.4458	2.5673	-0.0055	-0.0075	0.0064
Si	1.2918	4.0613	4.1964	-0.0005	0.0012	-0.0014
Si	4.1135	1.3335	4.0863	-0.0013	0.0002	-0.0007
Si	1.3832	9.5046	4.2118	0.0006	0.0006	0.0004
Si	4.0838	6.7754	4.0323	-0.0004	0.0007	0.0002
Si	6.8667	4.1229	3.9771	0.0026	0.0019	0
Si	9.4544	1.4013	4.048	0.0018	-0.0012	-0.0008
Si	6.7025	9.4254	4.1333	0.0008	-0.0032	-0.0002
Si	9.5256	6.7687	4.1124	-0.0006	-0.0004	0.0008
Si	-0.0118	0.062	5.4146	-0.0018	0	-0.0002
Si	2.7301	2.6924	5.4413	0.0004	-0.0015	0.0001
Si	-0.0378	5.4374	5.5348	0.0002	0.0005	0.0008
Si	2.7403	8.1053	5.4925	0.0019	0.0004	-0.0015
Si	5.405	-0.0433	5.4956	-0.0005	0	-0.0003
Si	8.1313	2.7425	5.4407	-0.0013	0.0006	0.0002
Si	5.4928	5.4558	5.3714	-0.0005	-0.0015	-0.0003
Si	8.1567	8.1397	5.4429	0.0003	-0.0005	0.0008
Si	1.35	1.3699	6.8022	0.0007	0.0001	0.0009
Si	4.1198	4.0887	6.7314	-0.0006	-0.0004	0.0003
Si	1.3701	6.7829	6.8638	-0.0008	-0.0012	0.0003
Si	4.051	9.5085	6.8677	0.0002	0	0.0007
Si	6.797	1.355	6.8123	0.0001	0.0002	0
Si	9.4864	4.0704	6.8601	-0.0003	-0.0003	0.0003
Si	6.8055	6.7992	6.7915	0.0005	-0.0005	0.0007
Si	9.5327	9.5481	6.7503	-0.0005	-0.0006	0.0006
Si	0.02	2.7158	8.1773	-0.0009	-0.0002	0.0005
Si	2.6836	0.0238	8.1838	-0.0008	-0.0006	0.0009
Si	-0.0085	8.2119	8.1476	0.0007	0.0002	0.0008
Si	2.785	5.4144	8.153	0.0007	0.0001	0.0007
Si	5.4342	2.7566	8.1438	0.0007	0.0005	0.0008
Si	8.2027	0.0012	8.1462	0.0002	0.0006	0.0013
Si	5.4758	8.1524	8.1692	-0.0009	-0.0003	0.0003
Si	8.1346	5.4663	8.1863	-0.0009	-0.0004	0.0005
Si	1.4285	4.0573	9.5036	0.0002	-0.0003	0.0007
Si	4.0589	1.4225	9.5012	-0.0003	-0.0002	0.0007
Si	1.3316	9.5603	9.539	0.0003	-0.001	0.002
Si	4.147	6.7714	9.5253	0	-0.0001	0.0007
Si	6.7616	4.1287	9.5414	-0.0003	-0.0011	0.0007
Si	9.5528	1.3547	9.5314	-0.0005	0.0006	0.0016
Si	6.8488	9.5249	9.5021	-0.0002	-0.0001	0.0013
Si	9.515	6.8507	9.4992	0	-0.0007	0.0006
Si	0.0088	0.0294	10.9617	-0.0002	-0.0002	0.0017
Si	2.773	2.7714	10.9698	-0.0003	-0.0006	0.0003
Si	0.0524	5.4684	10.7423	-0.0002	-0.0006	0.0003
Si	2.7692	8.1754	10.7712	0.0008	-0.0005	0.0004
Si	5.4707	0.0559	10.7559	-0.0006	0.0002	0.0004
Si	8.1657	2.7631	10.8035	-0.0002	0.0002	0.0006
Si	5.4589	5.4634	11.0164	-0.0002	0.0008	0.0006
Si	8.1713	8.1755	10.9313	-0.0008	-0.0008	0.002
Si	1.3981	1.4141	12.3123	0.0023	0.0019	-0.001
Si	4.1123	4.1167	12.4485	-0.0002	-0.0006	-0.0007
Si	1.4441	6.7783	12.0769	-0.0008	-0.0024	0.0021
Si	4.1199	9.5792	12.0629	0.0023	0.0011	0.0015
Si	6.7931	1.4132	12.1281	-0.0042	-0.0028	0.0003
Si	9.5577	4.1534	12.0734	0.0011	0.0029	0.0022
Si	6.8318	6.8507	12.3855	0.0007	-0.0026	-0.0016
Si	9.5298	9.5214	12.3035	-0.0012	-0.0005	-0.0003
Si	-0.0338	2.8537	13.5216	0.0083	-0.0039	0.0066
Si	2.8345	-0.0144	13.5271	-0.0074	0.0084	0.0049
Si	0.1341	8.0896	13.4533	-0.0073	0.0029	0.0051
Si	2.6655	5.5621	13.7068	0.0078	0.0005	0.0035
Si	5.5509	2.6756	13.7221	-0.0007	0.0101	0.0071
Si	8.0916	0.0664	13.5255	0.0033	-0.0057	0.0051
Si	6.3221	10.1437	14.8616	-0.0018	0.0132	0.0025
Si	8.3245	5.4442	13.6184	-0.0094	-0.0017	0.0006
Si	1.224	3.416	16.9602	-0.0258	-0.0455	-0.1629
Si	4.5324	0.8683	14.9171	0.0008	-0.0125	0.0038
Si	2.2054	10.2235	18.1504	-0.0145	0.0357	-0.2206
Si	3.5854	7.4642	14.8397	-0.0178	0.0018	-0.0591
Si	7.5159	3.5448	14.7835	-0.0033	-0.0104	-0.0506
Si	9.1444	1.7664	14.7078	-0.01	0.0005	-0.003
Si	5.3929	8.3421	13.5941	-0.0014	-0.008	0.0061
Si	10.1247	6.421	14.867	0.0025	-0.0016	0.004
Si	-0.8755	1.0605	16.8039	-0.0103	-0.0127	-0.0273
Si	5.8223	2.4505	18.9467	0.0356	-0.0238	-0.2905
Si	0.8614	4.5698	14.9079	-0.0018	0.0053	-0.0009
Si	5.2947	7.2328	17.5066	0.0037	0.0362	-0.1919
Si	3.5335	1.1852	17.0977	-0.037	-0.0357	-0.1092
Si	12.6593	-1.7068	14.7319	0.01	-0.0043	-0.007
Si	6.2494	8.9913	23.2301	-0.0555	-0.0142	-0.2636
Si	11.3553	9.8565	16.613	-0.0011	0.0024	0.0187
Si	19.1418	-10.4334	18.3952	0.0006	-0.0111	-0.2242
Si	-27.431	13.9938	21.9683	-0.0377	-0.0555	-0.3201
Si	-14.6629	0.8826	23.1924	0.0278	0.0302	-0.3361
Si	-11.8868	18.8262	16.7299	0.002	0.0278	-0.13
Si	-20.2474	21.9362	21.1719	-0.0158	-0.031	-0.317
Si	-2.5675	-24.9368	21.661	0.0356	0.0243	-0.3139
Si	-6.2593	3.2919	25.9483	0.0308	0.0028	-0.2932
Si	2.163	14.0563	21.7695	0.026	-0.0065	-0.2978
Si	-18.4611	19.6668	22.3801	-0.0104	0.0565	-0.316
Si	-3.7764	4.7999	17.6528	-0.0003	-0.0318	-0.1968
Si	-7.8871	6.5679	24.2262	0.0086	0.001	-0.315
Si	-9.0744	-14.1354	26.7649	0.0334	0.0059	-0.2492
Si	-21.096	-28.3456	24.1518	0.0002	0.0039	-0.2951
Si	9.3001	32.5143	21.4163	0.0239	0.0043	-0.3438
Si	11.0935	-0.6505	26.1013	-0.0207	0.0081	-0.2466
Si	12.178	5.2381	19.5801	-0.0421	0.0147	-0.2675
Si	-15.9874	5.1657	23.7364	0.0261	0.014	-0.256
Si	8.883	-4.81	24.0836	-0.0135	-0.0138	-0.2693
Si	12.616	-8.7456	26.0083	-0.0263	0.0399	-0.265
Si	-4.1301	1.0844	26.3591	-0.0063	0.0196	-0.3104
Si	19.3742	8.7061	25.5627	-0.0452	-0.0486	-0.3209
Si	25.0785	18.5362	19.4691	0.0026	-0.0013	-0.3034
Si	-3.7232	9.5847	17.0175	0.0205	0.0165	-0.0787
Si	9.3784	-4.7043	19.2366	0.0431	-0.0181	-0.2725
O	-13.3404	-14.6704	-8.4863	-0.0472	0.065	0.2009
O	-0.0081	0.0522	-7.0382	-0.0179	0	0.1063
O	-1.7779	6.7059	-6.0481	0.0165	-0.058	0.1925
O	1.9645	-9.1892	-7.5001	0.0074	0.0485	0.1078
O	-2.4425	-27.596	-10.1353	0.0338	0.0256	0.1034
O	9.6491	-1.0182	-3.2956	0.0468	0.0182	0.1076
O	-14.6394	0.7859	-3.8494	-0.0209	0.0089	0.2691
O	4.57	-4.6463	-4.7905	-0.0272	-0.0037	0.0937
O	-14.2867	14.7893	-12.2807	-0.0177	0.0472	0.1375
O	16.2229	-8.3429	-8.1966	-0.0289	0.0478	0.2551
O	-9.9391	3.4697	-5.8713	-0.0629	0.0514	0.1964
O	-5.0517	-6.2882	-6.459	0.0105	0.0534	0.1531
O	-4.926	8.703	-10.9638	-0.028	-0.0423	0.0718
O	-12.7917	-1.6957	-6.8969	-0.0243	-0.0378	0.1098
O	8.0178	8.7043	-1.5382	-0.0087	-0.0235	0.2282
O	8.1709	-9.5172	-1.5702	0.0519	0.0154	0.1579
O	-6.9834	12.1313	28.3256	-0.0066	-0.004	0.071
O	20.9627	-16.8	24.2259	0.0111	-0.0027	0.0869
O	-11.7112	-3.7309	18.14	-0.0297	-0.0733	0.1752
O	-23.5713	-3.6449	25.1862	0.0057	0.0759	0.1382
O	-15.7872	3.9802	18.4609	-0.0177	-0.044	0.0832
O	-26.7514	-0.0687	27.1704	-0.0436	-0.0209	0.1514
O	-3.7311	-1.9998	24.5905	0.0941	-0.0005	0.1886
O	-28.7021	-15.0948	28.4211	-0.0078	0.0205	0.058
O	12.53	-11.1827	19.6261	-0.0308	0.037	0.2843
O	-19.3091	-11.6258	22.1525	0.0436	-0.0495	0.1356
O	-8.8795	28.4627	19.5447	0.0042	-0.005	0.0855
O	11.7777	-15.4719	27.1497	-0.0293	-0.0208	0.1307
O	-15.551	-5.3128	28.7811	0.0259	0.0217	0.057
O	-6.256	-1.9458	23.3216	0.0398	-0.0046	0.1081
O	6.4817	27.9733	17.1603	0.0042	-0.0118	0.0634
O	23.1266	26.3086	18.1206	0.0106	0.0732	0.1903
O	-1.2692	7.0188	28.2462	-0.0017	-0.0142	0.0773
O	10.6153	-16.3205	19.9919	0.0075	-0.0066	0.096
O	23.7126	16.2354	24.1859	0.0114	0.0196	0.1045
O	-2.5027	30.3352	16.6275	-0.0033	0.0008	0.0482
O	18.1215	12.576	18.7219	-0.0457	0.0433	0.0914
O	6.7785	18.7553	22.1673	-0.0427	0.0222	0.1313
O	-3.5751	16.4636	24.1735	0.0099	-0.0005	0.0903
O	8.9946	3.3676	28.6242	0.0177	0.0226	0.0519
O	-4.4288	10.4415	22.5694	-0.0017	-0.0033	0.108
O	22.8222	-2.0328	25.9908	0.022	-0.0273	0.1088
O	15.0721	28.9222	16.3322	0.0451	-0.0121	0.1243
O	4.3888	4.4887	27.0122	-0.0023	0.0639	0.1879
O	0.0188	-8.524	17.3205	0.0163	0.0178	0.0582
O	-7.9275	-3.7168	25.7107	-0.0579	0.059	0.2382
O	14.1769	2.4276	25.5581	-0.0071	-0.0066	0.101
O	16.7097	-8.5079	26.5125	0.0135	-0.0294	0.1004
O	-0.036	10.5041	27.6541	-0.032	0.0402	0.1885
O	2.4474	29.4176	23.1288	-0.0089	-0.0829	0.166
O	-8.3234	13.3831	16.8675	0.0037	0.0029	0.0543
O	-2.3247	0.9015	22.4306	-0.0766	0.0362	0.1616
O	-17.0652	1.6257	18.127	0.0729	0.0542	0.1366
O	-18.0711	8.2492	20.9004	0.0089	0.0423	0.2391
O	-16.5173	14.8268	24.6234	-0.049	-0.0657	0.2013
O	-10.1266	14.1425	25.3518	0.038	-0.0829	0.1549
O	8.8915	21.8265	19.8458	0.0558	-0.0304	0.3076
O	3.6622	24.9409	22.3862	0.0215	0.0145	0.1055
O	15.4563	-4.065	18.8857	-0.0496	-0.0021	0.1258
O	-9.174	2.466	27.593	0.0272	-0.0026	0.189
O	17.0585	13.0036	22.8218	0.0442	-0.0477	0.1409
O	46.6063	19.735	18.3901	0.0267	-0.0744	0.1286
O	23.8541	-17.4861	20.6069	0.0359	-0.0816	0.1763
O	-20.6774	0.6599	25.6016	-0.0106	-0.022	0.095

Results
free energy: -118371.813 eV
free energy less fixed offsets of O -570.45, Si -639.56 eV per atom: 0.667 eV

The program warned: the cutoff lies below the one the program advises for these potential files; the forces do not sum to zero within the program's tolerance; empty levels may hold ghost states of the PAW files; the exchange-correlation potential is rough where the density is thin.
